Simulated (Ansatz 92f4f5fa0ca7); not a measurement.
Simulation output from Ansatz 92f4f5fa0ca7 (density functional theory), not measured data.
Periodic cell of 375 atoms, Si241O134, from a study of silicon, its oxide and their interface. The atomic structure is a simulated model.
Doubt: the cutoff is far below the 930 eV that the study's wrapper takes by default for these files, so forces and energies are approximate.
This geometry differs little from another in the collection (a relaxation step or a small displacement).

Settings: functional PBE; potential files Ansatz PAW; basis plane waves; wave-function cutoff 580 eV; density cutoff ratio 5; exchange-correlation grid ratio 1; k mesh 1 x 1 x 1, Gamma-centred; self-consistency stop 5e-08 eV per atom in the density residual; occupations fixed; spin none; net charge 0.

Cell vectors (angstrom)
a 11.6015 0 0
b 0 13.3963 0
c 0 0 42.714

Atoms: element, x, y, z (angstrom)
Si 0 2.2327 1.1851
Si 3.8672 2.2327 1.1851
Si 7.7343 2.2327 1.1851
Si 1.9336 5.5818 1.1851
Si 5.8008 5.5818 1.1851
Si 9.6679 5.5818 1.1851
Si 0 8.9308 1.1851
Si 3.8672 8.9308 1.1851
Si 7.7343 8.9308 1.1851
Si 1.9336 12.2799 1.1851
Si 5.8008 12.2799 1.1851
Si 9.6679 12.2799 1.1851
Si 1.9336 1.1164 1.9745
Si 5.8008 1.1164 1.9745
Si 9.6679 1.1164 1.9745
Si 0 4.4654 1.9745
Si 3.8672 4.4654 1.9745
Si 7.7343 4.4654 1.9745
Si 1.9336 7.8145 1.9745
Si 5.8008 7.8145 1.9745
Si 9.6679 7.8145 1.9745
Si 0 11.1635 1.9745
Si 3.8672 11.1635 1.9745
Si 7.7343 11.1635 1.9745
Si 1.9336 1.1164 4.3426
Si 5.8008 1.1164 4.3426
Si 9.6679 1.1164 4.3426
Si 0 4.4654 4.3426
Si 3.8672 4.4654 4.3426
Si 7.7343 4.4654 4.3426
Si 1.9336 7.8145 4.3426
Si 5.8008 7.8145 4.3426
Si 9.6679 7.8145 4.3426
Si 0 11.1635 4.3426
Si 3.8672 11.1635 4.3426
Si 7.7343 11.1635 4.3426
Si 0 0 38.3734
Si 3.8672 0 38.3734
Si 7.7343 0 38.3734
Si 1.9336 3.3491 38.3734
Si 5.8008 3.3491 38.3734
Si 9.6679 3.3491 38.3734
Si 0 6.6981 38.3734
Si 3.8672 6.6981 38.3734
Si 7.7343 6.6981 38.3734
Si 1.9336 10.0472 38.3734
Si 5.8008 10.0472 38.3734
Si 9.6679 10.0472 38.3734
Si 0 0 40.7416
Si 3.8672 0 40.7416
Si 7.7343 0 40.7416
Si 1.9336 3.3491 40.7416
Si 5.8008 3.3491 40.7416
Si 9.6679 3.3491 40.7416
Si 0 6.6981 40.7416
Si 3.8672 6.6981 40.7416
Si 7.7343 6.6981 40.7416
Si 1.9336 10.0472 40.7416
Si 5.8008 10.0472 40.7416
Si 9.6679 10.0472 40.7416
Si 0 2.2327 41.5309
Si 3.8672 2.2327 41.5309
Si 7.7343 2.2327 41.5309
Si 1.9336 5.5818 41.5309
Si 5.8008 5.5818 41.5309
Si 9.6679 5.5818 41.5309
Si 0 8.9308 41.5309
Si 3.8672 8.9308 41.5309
Si 7.7343 8.9308 41.5309
Si 1.9336 12.2799 41.5309
Si 5.8008 12.2799 41.5309
Si 9.6679 12.2799 41.5309
Si 1.2879 3.3892 23.2489
Si 0.6962 6.6096 32.2545
Si 2.1002 5.3429 30.9122
Si 6.708 7.927 19.4045
Si 4.8975 1.0672 32.3511
Si 10.881 1.8766 29.5411
Si 3.908 10.4992 32.4418
Si 3.9413 9.2089 34.4775
Si 12.8444 2.2792 31.7942
Si -1.6363 6.2255 31.9284
Si 6.0535 5.6375 23.2161
Si 9.3612 11.5235 30.5356
Si 3.6369 0.2264 28.8646
Si 4.6061 8.29 24.1844
Si 7.9324 2.2679 29.8853
Si 1.7085 5.8202 34.3705
Si 0.606 10.5825 26.1093
Si 5.7005 -1.1865 32.5628
Si -2.5366 13.0791 28.7873
Si 5.6435 5.7244 34.1826
Si 5.1427 9.2135 31.0452
Si 0.2997 15.7196 34.1914
Si 2.0636 11.9832 32.0935
Si 13.4486 13.4951 26.2672
Si 5.1095 6.0294 31.8358
Si 4.0819 2.1165 34.3961
Si 7.7848 2.294 34.3062
Si 2.9508 0.6338 31.132
Si 11.5293 8.8969 32.3391
Si 11.8165 10.8396 30.9569
Si -2.4032 8.4107 32.3826
Si 7.9805 8.8978 34.4262
Si 9.6054 5.5229 34.2616
Si 1.8499 12.3165 34.4616
Si 5.7833 12.2999 34.8666
Si 9.4239 12.4263 34.3555
Si 2.0609 1.1417 35.2061
Si 5.9849 1.1761 35.4074
Si 9.8094 1.2657 35.0486
Si -0.057 4.4733 35.168
Si 3.7506 4.5083 34.9791
Si 7.594 4.5505 35.0292
Si 2.0543 7.9791 35.2875
Si 5.873 7.9185 35.0766
Si 9.7954 7.7126 35.3207
Si -0.1694 11.3025 35.1732
Si 3.7649 11.2918 35.4701
Si 7.7465 11.1162 35.3514
Si 1.944 1.1165 37.5779
Si 5.8205 1.1304 37.6997
Si 9.6964 1.1443 37.4969
Si -0.0116 4.453 37.5596
Si 3.8424 4.4646 37.4649
Si 7.7135 4.4733 37.4892
Si 1.9581 7.8278 37.6255
Si 5.8102 7.8287 37.509
Si 9.6802 7.7879 37.6482
Si -0.0285 11.1922 37.5585
Si 3.8505 11.1762 37.7446
Si 7.7402 11.1434 37.6644
Si -0.0082 -0.0087 5.0945
Si 3.8969 -0.012 5.2169
Si 7.745 0.0002 5.1651
Si 1.9247 3.3452 5.0325
Si 5.774 3.3443 5.1941
Si 9.6465 3.357 5.1934
Si 0.0204 6.6882 4.9748
Si 3.8724 6.6743 5.1486
Si 7.7218 6.7183 5.1421
Si 1.9247 10.0096 5.247
Si 5.7812 10.0429 5
Si 9.6939 10.0629 5.0886
Si 0.0729 -0.0104 7.4317
Si 3.9428 -0.1345 7.6549
Si 7.8192 -0.0944 7.5611
Si 1.8106 3.285 7.3305
Si 5.583 3.1458 7.6078
Si 9.5052 3.3638 7.6059
Si 0.0658 6.6052 7.2562
Si 3.8632 6.545 7.5251
Si 8.0304 7.0392 7.4599
Si 1.9216 9.8519 7.7209
Si 5.7601 9.9844 7.2915
Si 9.8562 10.1744 7.4172
Si -0.1037 2.2104 8.1786
Si 3.5713 2.1139 8.3524
Si 7.5777 2.1394 8.3853
Si 1.8834 5.4676 8.1769
Si 5.2167 5.1032 8.8525
Si 9.7768 5.6887 8.1873
Si 0.1464 7.5498 13.3178
Si 3.9946 8.7639 8.3622
Si 6.7331 8.9914 11.5479
Si 0.2463 10.4317 12.1431
Si 5.9711 12.037 8.3767
Si 9.8381 12.3059 8.4108
Si -5.0716 1.8066 11.312
Si 2.6298 2.6543 10.5408
Si 12.0349 1.8148 10.4263
Si -3.2669 7.2999 11.0549
Si 4.3962 9.2862 17.9651
Si 4.9725 7.9289 10.377
Si 5.253 4.5013 12.6152
Si 4.8723 11.5406 20.0008
Si 9.2686 8.6307 15.1921
Si 3.8606 14.3428 11.6551
Si 8.1531 5.5582 12.6011
Si 13.0228 11.4251 14.7964
Si 6.7744 6.6815 9.3553
Si 4.3774 -2.5352 15.1611
Si 4.6363 0.6076 14.7917
Si -4.6658 10.1582 13.5386
Si -0.1209 8.674 8.3189
Si 9.0344 3.4478 16.8096
Si 7.8415 9.304 8.0753
Si 9.3618 11.6556 10.716
Si 4.7586 5.034 15.6419
Si 1.8996 14.4012 15.9057
Si 0.0309 5.8721 11.6251
Si 8.6478 8.9663 23.2553
O 6.937 17.1136 20.2106
O 4.2309 10.2552 19.2508
O 8.6945 -10.4182 18.3368
O 31.4636 9.6602 14.3965
O 22.1165 2.6341 21.2323
O 14.1941 -10.6386 23.967
O 12.1317 9.0574 18.0788
O 5.5803 5.4838 21.6561
O -15.6899 15.5519 10.0655
O 1.6433 0.961 17.5199
O 4.2106 14.219 13.2418
O -6.8511 4.8119 19.1245
O 21.6701 22.8319 16.3561
O 6.0848 14.6682 15.0994
O 28.7122 10.0339 14.3359
O 8.3736 12.0277 19.0567
O 17.3873 11.0309 21.2652
O 18.2187 9.8633 31.4406
O 0.9391 2.1187 15.2264
O -13.846 5.2347 25.4367
O -2.545 21.6886 21.8234
O -2.6849 20.45 27.9427
O 16.1227 22.5931 22.8165
O 17.4097 3.0939 11.9984
Si 4.6411 3.8011 17.8076
Si 15.0567 1.3679 23.9299
Si 13.5886 -8.358 10.5218
Si -3.5264 9.4909 30.728
Si 11.1755 12.9291 21.8554
Si 7.2307 -13.683 18.6398
Si 7.5804 0.926 15.6606
Si 6.1138 4.7867 29.2501
Si -4.3015 -16.1601 9.9939
Si 0.172 3.4717 20.5461
Si 0.0688 -9.9094 15.2324
Si -3.5996 -1.0817 25.9586
Si 0.0615 -4.3666 34.6537
Si 10.5186 3.8947 12.2839
Si 0.2339 6.5764 20.4183
Si -5.9855 3.1139 24.8568
Si 8.3995 1.8653 24.9875
Si 4.1356 5.7157 10.9111
Si 10.5116 15.0877 22.6209
Si 1.8179 6.1672 15.5183
Si 6.0163 5.08 20.1408
Si 7.8015 -7.381 15.6123
Si 1.8456 7.8633 25.4778
Si 12.8514 10.0086 28.9337
Si 11.3279 -3.2803 17.1306
Si -1.1639 -6.2946 9.9845
Si 7.2485 14.9581 32.0678
Si 1.6929 -0.9012 10.4897
Si 9.4669 -4.7917 20.2845
Si 5.8657 9.931 26.6427
Si 11.9108 6.2734 23.3797
Si 1.5911 7.8143 18.0814
Si 8.1244 12.6637 32.279
Si 8.9926 19.5037 24.1007
Si 13.5537 12.173 8.2151
Si 18.9972 20.96 28.2414
Si 2.0735 2.0235 18.6909
Si 9.8977 -1.8358 19.3953
Si 0.9744 2.8325 27.1292
Si 1.3294 20.3242 28.4398
Si -3.5471 13.0776 13.034
Si -4.3725 2.656 19.0014
Si -1.7286 19.3535 28.7052
Si 27.3338 3.0847 27.6953
Si 2.6634 13.496 21.1514
Si 10.0099 4.0812 26.3954
Si 15.9683 10.6784 28.4055
Si 5.8814 9.5622 21.9751
Si 9.9431 10.8126 23.9797
O 3.3802 14.0693 22.4816
O 20.3227 -19.0727 24.3532
O 14.0626 -0.0765 27.7627
O 5.7786 21.8164 18.1504
O 14.8161 -10.379 18.0561
O 0.018 15.8121 23.6067
O 9.5899 19.1716 30.3282
O -4.0451 8.4328 29.5942
O 11.3798 6.4756 28.4258
O 14.7297 -18.5063 17.8955
O 5.644 7.0714 23.8688
O 8.3477 2.3521 15.8156
O 11.9325 2.7028 28.6244
O -2.0808 -10.7085 29.9306
O 12.4185 10.6536 16.0749
O 1.5655 12.9944 15.1748
O 8.8951 -9.236 12.1018
O 15.1814 25.7057 20.5724
O 12.9475 11.0147 11.1008
O 4.8891 -3.8636 29.4584
O -6.8821 -9.1507 14.1689
O 14.5896 13.7559 25.1257
O 22.5597 2.5653 11.4352
O 0.4705 0.1852 10.8247
O 33.9819 11.6756 22.8523
O 12.3689 6.8786 21.9363
O 1.4249 8.3888 29.1695
O 12.7995 -0.4464 21.6048
O 0.2137 23.7372 27.6857
O 14.3233 37.3432 28.4138
O 6.1587 19.3242 15.6613
O 1.7496 -3.917 25.7152
O 7.8766 14.2341 29.0152
O -8.0015 5.4409 31.5688
O -4.3102 1.1044 19.5169
O 15.0851 14.7468 15.6759
O 15.0468 19.4318 15.6117
O 10.6362 3.5186 16.5013
O 14.6526 -13.8186 11.2713
O 5.7787 12.421 18.9602
O 0.576 7.3421 24.5823
O -5.5044 5.1652 30.8444
O 7.3132 -12.3858 12.4761
O 16.0049 23.6176 16.6472
O 27.9601 -14.3532 15.2289
O 8.5285 -7.718 14.1905
O -1.6316 23.5439 20.206
O -15.9837 -10.4421 24.8128
O 7.1321 -9.8998 29.1279
O 32.0792 11.818 24.6902
O -0.837 11.3643 18.0245
O 30.9127 0.4948 25.581
O 5.2865 -12.5389 10.8075
O -16.673 -21.2915 12.6606
O 23.5863 11.2721 13.5442
O 10.5224 12.703 20.3677
O 23.9265 -10.5661 19.151
O 2.6327 14.6329 19.9922
O 12.4687 -11.9918 26.327
O 5.0691 -4.0893 25.3664
O 8.3768 18.3272 16.6747
O 14.144 3.2774 27.3163
O 20.7327 15.0317 23.5232
O 12.7233 4.9161 23.7674
O 4.6356 -1.1177 28.827
O 5.9801 2.8145 17.914
O 11.6613 3.9378 26.3239
O -1.2267 -5.4446 14.1654
O 16.6397 16.6356 26.3635
O 9.4203 15.9782 26.0632
O 22.1861 7.4945 19.9305
O 5.0037 15.1786 24.1528
O 19.0425 13.4797 17.0589
O 12.1798 -4.5278 12.4395
O 27.8537 17.6511 28.721
O 8.2207 8.5043 19.2369
O 7.6834 5.5 23.3363
O -0.7849 16.9638 13.8583
O 1.9024 7.0577 26.9087
O 1.491 20.3733 19.4698
O 14.4892 -2.642 14.4745
O 18.3985 8.6306 27.1437
O -16.0726 22.9705 23.0407
O 11.5917 14.9745 30.9719
O 13.7578 -7.581 29.3226
O 27.6048 -11.7932 28.3622
O -17.1236 35.2213 20.823
O 16.8778 4.4804 24.0503
O 7.098 25.1502 13.1454
O -23.4439 5.0197 20.2595
O -20.007 -19.1914 24.6103
O 12.7342 -8.6821 15.2901
O 1.4061 20.592 14.3151
O 9.233 26.172 11.9409
O 12.6789 25.5191 25.855
O -1.2165 -2.8604 11.408
O 1.4255 3.4212 21.6163
O -4.8546 -2.1301 26.1737
O -2.7573 -1.0775 27.3585
O -1.9556 4.5394 27.9217
O 10.939 -3.1209 25.1532
O 8.4662 0.0518 14.5789
O -4.7519 -7.0882 19.4645
O 12.8108 20.18 16.8859
O 5.1284 20.9963 31.3401
O 18.1073 32.9646 28.4281
O 13.2179 -9.6274 31.1376
O 10.3251 5.9416 23.1774
O 8.3258 7.5239 15.9526
O 22.1083 27.2833 28.7586

Results
free energy: -229408.490 eV
free energy less fixed offsets of O -568.88, Si -635.61 eV per atom: 3.440 eV

Forces (eV/angstrom), in the order of the atoms: element, x, y, z
Si -0.0138 0.078 0.0093
Si -0.0235 0.0631 0.008
Si -0.0032 -0.0064 0.0383
Si 0.0448 0.0083 0.0619
Si -0.0269 0.0419 -0.0551
Si 0.0393 0.0071 0.0217
Si -0.0089 -0.0199 -0.0062
Si -0.0396 -0.0543 -0.0181
Si 0.0109 -0.0355 0.0031
Si -0.0209 0.0001 -0.1158
Si 0.0437 -0.0067 0.0868
Si 0.0072 -0.0302 0.0461
Si 0.1045 -0.142 -0.0341
Si 0.0027 0.0116 -0.0264
Si -0.0266 0.0447 -0.025
Si -0.1483 -0.1314 -0.0197
Si 0.0831 -0.02 0.0242
Si -0.0801 0.0245 -0.0535
Si 0.1402 0.1 0.0081
Si -0.0091 -0.1237 -0.0065
Si -0.0439 0.0602 -0.0157
Si 0.175 -0.0306 0.0015
Si -0.2187 0.0527 -0.0428
Si 0.055 0.0438 -0.0112
Si 0.2152 -0.3282 0.0168
Si 0.0409 -0.0219 0.3901
Si -0.1226 0.1482 0.1339
Si -0.3538 -0.3297 -0.4151
Si 0.1512 -0.038 -0.1808
Si -0.1932 -0.0156 0.5003
Si 0.4415 0.1792 -0.192
Si -0.1955 -0.257 -0.2925
Si -0.1584 0.0673 -0.1786
Si 0.4296 -0.1555 -0.1647
Si -0.5489 0.082 0.1337
Si 0.1421 0.135 -0.0704
Si -0.0733 0.1738 -0.1225
Si -0.0707 0.3525 0.5219
Si 0.5253 0.0692 -0.011
Si 0.0643 0.0778 -0.2999
Si -0.1523 0.4992 -0.1449
Si -0.2112 0.0723 -0.4045
Si 0.2771 -0.1973 0.1037
Si 0.2676 -0.1748 -0.3549
Si -0.2546 -0.1437 -0.2094
Si -0.4992 0.0764 0.3384
Si 0.0505 -0.2489 0.2283
Si 0.2372 -0.096 0.2871
Si -0.0086 0.0533 -0.0116
Si -0.0289 0.1414 -0.01
Si 0.1909 0.0118 0.0462
Si 0.0429 0.0504 0.0178
Si -0.0685 0.214 0.0083
Si -0.092 0.0341 0.0308
Si 0.1052 -0.0448 0.0122
Si 0.1207 -0.0686 0.0501
Si -0.0881 -0.0519 0.0079
Si -0.1981 0.0272 0.0103
Si -0.0013 -0.1179 -0.0095
Si 0.0935 -0.0647 0.0156
Si 0.0216 -0.0766 -0.0536
Si 0.0254 -0.0672 0.0235
Si -0.0052 -0.0038 -0.0513
Si -0.0444 -0.0098 -0.0059
Si 0.0192 -0.0424 0.0766
Si -0.0279 0.001 -0.0505
Si 0.0135 0.0228 0.0707
Si 0.0304 0.0566 -0.0451
Si -0.0043 0.0346 -0.0137
Si 0.0125 -0.0046 0.0213
Si -0.0524 -0.0034 -0.0797
Si 0.006 0.0236 0.0176
Si -0.0003 -0.0002 -0.0012
Si 0.0072 -0.0139 0.0025
Si 0.002 -0.0131 0.0015
Si 0.0004 -0.0014 0.0041
Si 0.0033 -0.0175 0.001
Si 0.0061 0.0037 0.0021
Si -0.0061 0.0032 0.0045
Si 0.008 -0.0011 0.0017
Si 0.0025 0.004 -0.0009
Si 0.0014 0.0163 0.0018
Si 0 0.0028 -0.001
Si -0.0114 -0.0124 0.01
Si 0.008 -0.0052 -0.0074
Si 0.0019 0.0052 0.0039
Si 0.0046 0.0019 -0.0177
Si -0.0027 0.0002 -0.0001
Si -0.0012 0.0003 -0.0051
Si -0.0073 0.0215 0.0037
Si -0.0022 0.0024 -0.0147
Si -0.0006 0.0009 0.0041
Si -0.0219 -0.0316 -0.006
Si -0.0028 0.0021 0.0013
Si 0.0004 0.006 0.0078
Si 0.0004 -0.0044 -0.0045
Si -0.0033 0.0093 -0.0273
Si -0.0053 0.0055 0.0069
Si 0.0002 0.0033 0.0121
Si -0.0035 0.0019 0.0059
Si -0.0166 -0.0036 -0.0049
Si -0.0004 -0.0009 -0.0002
Si 0.0056 0.0011 -0.0079
Si 0.0138 -0.0006 0.0198
Si 0.003 0.0024 0.0046
Si 0.0007 0.001 -0.0013
Si 0.005 -0.0056 -0.0006
Si -0.005 0.0035 0.0049
Si 0.0009 -0.0007 0.0034
Si -0.0002 0.003 -0.007
Si 0.0004 -0.0008 0.003
Si 0.0026 -0.0002 -0.0007
Si 0.0015 -0.0015 0.001
Si 0.003 -0.0039 -0.0036
Si -0.0058 -0.0042 0.0048
Si -0.0051 -0.0008 0.0003
Si -0.0163 0.002 0.0014
Si 0.0025 -0.002 0.0043
Si -0.0006 0.0014 0.0004
Si 0.0016 -0.0044 -0.0026
Si 0.0009 0.0016 0.0007
Si -0.0022 -0.0006 0.0059
Si -0.0011 -0.0022 -0.0015
Si 0.001 0.003 0.0007
Si 0.0031 0.0016 0.0011
Si 0.0035 0.0022 0.0024
Si -0.001 -0.0018 0.0012
Si -0.0016 0.0006 0.0026
Si 0.0003 -0.0004 0
Si 0.0006 -0.001 0.0017
Si 0.0017 -0.0012 0.0057
Si 0.0009 0.0024 0.0034
Si 0.0036 -0.001 -0.0014
Si -0.0009 0.0006 -0.0012
Si -0.0033 -0.0037 0.0006
Si 0.0024 0.0004 -0.0002
Si -0.0008 0.0033 -0.0003
Si 0.0055 0.0005 -0.0027
Si -0.0067 -0.0008 0.001
Si 0.0012 0.0039 0.0023
Si 0.0004 0.0072 0.0058
Si 0.0049 0.0005 0.0019
Si 0.0045 0.0003 -0.0085
Si -0.008 -0.0093 0.002
Si -0.0114 -0.0013 0.0104
Si 0.0008 0.0011 -0.0027
Si 0.0014 0.0026 0.0033
Si -0.0054 0.0024 0.0034
Si 0.0101 -0.0002 0.0017
Si -0.004 -0.0046 0.0042
Si 0.0099 0.0068 -0.0012
Si -0.0042 0.001 -0.0011
Si -0.0135 -0.0264 0.0049
Si 0.0068 -0.0051 -0.002
Si 0.0036 -0.0017 0.0086
Si -0.0109 0.0076 0.0104
Si 0.0078 -0.0025 -0.0025
Si -0.0024 -0.0004 0.0047
Si 0 -0.0017 -0.0046
Si 0.0031 -0.0013 -0.0008
Si -0.0073 0.0041 0
Si -0.0106 0.0107 0.007
Si 0.0102 0.0048 0.0155
Si -0.0148 0.0023 -0.0083
Si 0.0051 0.0003 -0.0056
Si 0.0049 -0.0014 0.0004
Si -0.0048 0.0074 0.0029
Si 0.0142 0.0072 -0.0073
Si 0.0021 -0.0042 0.0114
Si -0.0026 0.0007 0.0002
Si -0.0005 0.0029 0.001
Si -0.0054 -0.0137 -0.0069
Si 0.0003 -0.0008 0.0049
Si -0.0174 -0.0128 0.003
Si -0.0055 -0.0063 0.0091
Si -0.0011 0.0007 0.0048
Si 0.0027 -0.0043 0.0091
Si 0.0032 -0.0066 -0.0016
Si -0.0061 -0.0081 0.024
Si -0.0038 -0.0008 0.0021
Si 0.0303 -0.004 -0.0129
Si -0.0043 0.0028 0.0053
Si -0.0006 0.0042 0.003
Si -0.0024 0.0108 0.0186
Si 0.0012 -0.0031 0.0059
Si -0.0009 0.0025 0.0005
Si 0.0145 0.0048 -0.0088
Si 0.0139 0.0007 -0.0048
Si 0.0028 0.0028 -0.0037
Si 0.0003 0.0029 0.0025
Si 0.0022 -0.0008 -0.0013
Si 0 0.0058 0.0039
O -0.0003 -0.0001 0.002
O -0.0007 -0.0007 -0.0029
O 0.0006 0.0003 -0.0012
O -0.0074 0.0006 -0.0061
O -0.001 0.002 0.003
O 0.0008 -0.0002 0.0043
O 0.0003 -0.0011 -0.0035
O 0.0007 -0.0003 0.0033
O -0.0009 -0.0005 0.0028
O -0.0008 -0.0004 -0.0049
O -0.0034 0.0005 -0.0008
O 0 0.0024 0.0037
O -0.0022 0 -0.0035
O -0.0013 -0.0024 0.0001
O 0.0059 -0.0019 -0.0072
O 0.0006 0.0006 -0.0001
O -0.0017 0.0007 -0.002
O 0.028 0.0369 0.0127
O -0.0055 0.0088 -0.0013
O 0.0008 -0.0019 0.0066
O -0.0007 -0.0017 -0.0011
O -0.0032 -0.0001 0.0093
O -0.001 0.0002 0.001
O 0.0005 0.0013 -0.002
Si -0.0005 0.0002 0.0003
Si 0.0021 -0.003 -0.0036
Si -0.0026 0.0061 0.0039
Si 0.0213 -0.0133 -0.0138
Si 0.0012 -0.0022 -0.0007
Si 0.0005 -0.0003 0.0049
Si -0.0025 0.0045 0.0041
Si 0.0013 0.0116 0.0008
Si -0.0018 -0.0025 0.003
Si -0.0014 -0.0015 0.0021
Si -0.0014 -0.0044 -0.0002
Si -0.0065 -0.0091 -0.005
Si 0.0023 0.0034 0.0067
Si -0.0022 0.0033 0.0132
Si -0.0019 0 0.0022
Si 0.0007 -0.0004 -0.0005
Si -0.0002 -0.0036 -0.0026
Si -0.006 -0.0014 0.0066
Si 0.0008 -0.0072 -0.0057
Si -0.0031 0.0049 0.0058
Si -0.0022 -0.0007 0.0002
Si -0.006 -0.0036 0.002
Si 0.0025 0.0026 -0.004
Si 0.0082 -0.0004 -0.0145
Si -0.0011 0.0009 0.0053
Si 0.0049 0.005 -0.0073
Si -0.0067 -0.0059 0.0035
Si -0.0027 -0.0034 0.0183
Si -0.0004 0.0012 0.0046
Si -0.0024 0.0095 -0.0019
Si -0.0012 0.0012 -0.0009
Si -0.0021 -0.0029 0.0015
Si 0.0056 -0.0034 -0.0009
Si -0.0017 0.0035 -0.0013
Si -0.0008 0.0017 -0.0057
Si -0.0093 0.0095 0.0118
Si 0.0016 0.0027 0.0052
Si -0.0006 0.0032 0.0079
Si -0.0016 -0.0018 -0.0006
Si 0 -0.0062 -0.0016
Si -0.0099 0.0165 -0.001
Si -0.0028 0.0008 0.0031
Si 0.0055 -0.0011 -0.0103
Si 0.0007 0.0013 -0.0001
Si -0.0023 -0.0024 0.0021
Si -0.0029 0.0004 -0.0022
Si 0.0045 0.0008 -0.0038
Si 0.0008 0.0001 0.0058
Si 0.0012 0.001 0.0008
O -0.0021 0.0028 0.0064
O 0 -0.0045 0.0037
O -0.0004 0.0018 0.0048
O -0.0029 0.0021 -0.0002
O -0.0041 -0.0034 0
O 0.0012 0.0031 0.0058
O 0.0036 0.0014 0.0046
O 0.0055 -0.0027 -0.0148
O 0.0011 -0.001 0.0067
O -0.0009 0.0016 0.0019
O -0.0015 -0.0026 0.0024
O 0.0009 0 0.0005
O -0.0025 -0.0028 0.0031
O -0.0038 -0.0005 0.0034
O -0.0022 0.0006 0.001
O -0.0008 -0.0011 0.0023
O 0.0003 0.0014 -0.0031
O -0.0006 0.0016 0.0017
O 0.0003 0.0031 -0.001
O -0.0069 0.0047 -0.0106
O -0.0022 -0.0012 0.0005
O -0.0017 0.002 0.0037
O -0.0006 -0.0018 0.0009
O -0.0001 0.0022 0.0001
O -0.0023 0.0018 0.0023
O -0.0007 -0.0005 0.0014
O -0.0032 -0.0043 0.0041
O -0.0009 0.0012 -0.0011
O -0.0023 0.0006 0.0077
O -0.0147 0.0002 0.0078
O 0.0053 -0.0004 0.0036
O -0.0016 -0.0027 0.002
O -0.0041 0.0012 0.0124
O 0.0102 0.0069 0.0114
O -0.0004 -0.0016 -0.0014
O -0.0013 -0.0035 0.0002
O -0.0077 -0.0001 0.0009
O -0.0017 -0.0016 -0.0067
O 0.0001 0.0003 -0.001
O -0.0002 -0.0004 0.0007
O 0.0025 0.0002 0.0043
O -0.0073 0.0035 0.0065
O -0.0015 -0.0146 -0.0051
O 0.001 -0.0002 -0.001
O -0.0021 -0.003 -0.0005
O -0.0029 0.0033 -0.0157
O -0.0008 0.001 0.001
O -0.0037 0.0001 0.0022
O -0.0022 -0.0014 0.0077
O -0.0001 0.0017 0.004
O 0 -0.0014 -0.001
O 0.0019 -0.0002 0.0053
O 0.0021 0.0035 0.0003
O 0.0057 0.0044 0.0009
O 0.0005 0.0003 -0.0007
O -0.0016 -0.003 -0.0018
O 0.0002 0.0003 0.0004
O -0.0013 0.0005 -0.0004
O 0.0011 0.0033 0.0073
O -0.0038 -0.0057 -0.0019
O 0.0018 -0.0008 0.0009
O 0.0007 -0.0005 0.0032
O -0.0041 0.0023 0.0065
O -0.0004 -0.0002 0.003
O -0.0015 0.0058 0.005
O 0.0026 -0.0028 0.0004
O 0.0004 0.0001 0.0075
O 0.0018 -0.0001 -0.0015
O -0.0018 -0.0013 0.004
O 0.0008 0.0022 0.0026
O -0.0003 -0.0004 0.0004
O -0.0038 0.0008 0.0028
O -0.0005 -0.0003 -0.0017
O -0.0012 0.0006 0.0023
O 0.0014 -0.0012 0.0008
O -0.0014 0.0002 0.0009
O -0.001 -0.0008 0.0028
O 0.0041 -0.0007 0.0042
O -0.0036 -0.0007 0.0074
O -0.0009 0.0019 -0.0018
O 0.0029 -0.0004 0.0031
O 0.0067 -0.0153 0.015
O -0.0032 -0.0007 0.0008
O -0.0006 0 0.0002
O -0.0117 0.0075 0.0023
O -0.0013 0.0026 0.0026
O -0.0007 0.0003 -0.001
O -0.001 -0.0012 0.0037
O 0.007 -0.0041 -0.0008
O 0.0001 0.0003 -0.0003
O -0.0037 0.0005 0.004
O -0.0013 0.0046 0.0021
O -0.0137 -0.0073 -0.0013
O -0.0042 -0.0026 0.0001
O 0.0003 0.0023 0.0046
O -0.0053 0.0048 0.0048
O -0.0008 -0.0004 0.0025
O 0.0039 0.008 0.002
O 0.001 0.0019 0.0119
O 0.0016 0.0059 0.011
O 0.0021 0.0004 0.0022
O -0.0017 -0.0032 -0.004
O -0.0004 0.0002 0.0005
O 0.0045 -0.0027 -0.0096
O -0.0038 -0.0253 0.0254
O 0.0049 -0.0017 0.0051
O -0.0059 0.005 0.0038
O -0.0002 -0.0004 0.0027
O 0.0005 0.0043 -0.0019
O -0.0017 -0.002 0.0053

The program warned: the cutoff lies below the one the program advises for these potential files; the forces do not sum to zero within the program's tolerance; the exchange-correlation potential is rough where the density is thin.
